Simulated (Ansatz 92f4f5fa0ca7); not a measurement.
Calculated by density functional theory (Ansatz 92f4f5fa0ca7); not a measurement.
Periodic cell of 213 atoms, Si129O80As4, from a study of silicon, its oxide and their interface. The atomic structure is a simulated model.
Doubt: the cutoff is far below the 930 eV that the study's wrapper takes by default for these files, so forces and energies are approximate.
This geometry differs little from another in the collection (a relaxation step or a small displacement).

Settings
functional: PBE
potential files: Ansatz PAW
basis: plane waves
wave-function cutoff: 580 eV
density cutoff ratio: 5
exchange-correlation grid ratio: 1
k mesh: 1 x 1 x 1, Gamma-centred
self-consistency stop: 5e-08 eV per atom in the density residual
occupations: fixed
spin: none
net charge: 0

Cell vectors (angstrom)
a  10.938  0  0
b  0  10.938  0
c  0  0  31.4572

Atoms: element, x, y, z (angstrom)
Si  0.3022  -0.2359  24.1956
Si  6.0434  -0.6859  23.9797
As  2.3223  3.1435  23.8605
Si  8.0537  2.95  24.045
As  0.474  5.0051  23.8411
Si  6.1276  4.6779  23.9702
Si  2.046  8.864  24.0051
Si  7.9102  8.4231  24.0289
Si  1.4305  1.4453  25.4036
Si  6.8814  1.2448  25.2357
Si  4.147  4.046  25.26
Si  9.685  4.0852  25.3433
Si  1.3932  6.8334  25.2312
Si  6.8319  6.6864  25.2144
Si  4.0923  9.5115  25.2001
Si  9.558  9.5251  25.3666
Si  2.8197  -0.0002  26.6628
Si  8.2296  -0.0112  26.6989
Si  0.0067  2.7102  26.7326
Si  5.4796  2.6403  26.6377
Si  2.8065  5.495  26.6203
Si  8.2586  5.4623  26.6633
Si  0.0082  8.1362  26.6772
Si  5.445  8.1119  26.6104
Si  4.1018  1.3673  28.0389
Si  9.5708  1.3673  28.0389
Si  1.3673  4.1018  28.0389
Si  6.8362  4.1018  28.0389
Si  4.1018  6.8362  28.0389
Si  9.5708  6.8362  28.0389
Si  1.3673  9.5708  28.0389
Si  6.8362  9.5708  28.0389
Si  0  0  29.4062
Si  5.469  0  29.4062
Si  2.7345  2.7345  29.4062
Si  8.2035  2.7345  29.4062
Si  0  5.469  29.4062
Si  5.469  5.469  29.4062
Si  2.7345  8.2035  29.4062
Si  8.2035  8.2035  29.4062
Si  1.3673  1.3673  30.7734
Si  6.8362  1.3673  30.7734
Si  4.1018  4.1018  30.7734
Si  9.5708  4.1018  30.7734
Si  1.3673  6.8362  30.7734
Si  6.8362  6.8362  30.7734
Si  4.1018  9.5708  30.7734
Si  9.5708  9.5708  30.7734
Si  2.7345  0  0.6835
Si  8.2035  0  0.6835
Si  0  2.7345  0.6835
Si  5.469  2.7345  0.6835
Si  2.7345  5.469  0.6835
Si  8.2035  5.469  0.6835
Si  0  8.2035  0.6835
Si  5.469  8.2035  0.6835
Si  4.1018  1.3673  2.0507
Si  9.5708  1.3673  2.0507
Si  1.3673  4.1018  2.0507
Si  6.8362  4.1018  2.0507
Si  4.1018  6.8362  2.0507
Si  9.5708  6.8362  2.0507
Si  1.3673  9.5708  2.0507
Si  6.8362  9.5708  2.0507
Si  0  0  3.418
Si  5.469  0  3.418
Si  2.7345  2.7345  3.418
Si  8.2035  2.7345  3.418
Si  0  5.469  3.418
Si  5.469  5.469  3.418
Si  2.7345  8.2035  3.418
Si  8.2035  8.2035  3.418
Si  1.3524  1.4262  4.7714
Si  6.8136  1.4551  4.7804
Si  4.0347  4.1168  4.7707
Si  9.5163  4.0847  4.8222
Si  1.3726  6.9152  4.7885
Si  6.8477  6.902  4.828
Si  4.0534  9.5541  4.8061
Si  9.492  9.5866  4.7761
Si  2.6045  -0.0084  6.1217
Si  8.1812  0.0798  6.1325
Si  -0.0277  2.7055  6.1945
Si  5.3564  2.7582  6.1706
Si  2.7303  5.5298  6.1596
Si  8.1576  5.4777  6.2321
Si  -0.0439  8.2929  6.143
Si  5.4838  8.2903  6.2465
Si  4.3039  0.9858  7.4269
As  9.9477  0.9527  7.6313
Si  0.8518  4.6452  7.331
Si  6.2647  4.5663  7.417
Si  4.5885  6.4029  7.4085
Si  10.0766  6.3967  7.3423
As  0.8646  10.0344  7.6183
Si  6.2405  10.3348  7.392
O  4.2558  6.7733  8.9994
O  6.4718  4.0478  8.9902
O  10.1291  6.5911  9.0211
O  1.0372  4.6806  9.0079
O  3.684  1.3168  8.9588
O  6.7147  10.5157  8.9714
O  5.7467  4.7383  22.3363
O  8.8158  2.4102  22.6351
O  -0.2559  11.4355  22.7995
O  2.1358  8.7138  22.3412
O  8.6474  7.6748  22.6988
O  5.5587  10.5181  22.4133
Si  4.7942  5.3765  14.4597
Si  8.5366  -1.4438  12.5335
Si  14.7506  15.5544  19.1129
Si  9.0204  3.5179  14.6487
Si  5.4284  22.4971  21.177
Si  2.001  6.8225  18.986
Si  9.9665  6.1281  18.7877
Si  5.8311  3.6083  21.1627
Si  -8.9894  -8.3863  17.6465
Si  5.3568  -1.0255  15.1689
Si  7.9944  3.6342  18.9194
Si  -1.7521  8.0897  21.2078
Si  11.3039  5.8729  9.9353
Si  3.1393  1.6406  10.4582
Si  4.8742  14.0874  12.3124
Si  0.5459  9.7995  12.8315
Si  1.9014  6.2808  14.5625
Si  15.6168  0.2567  12.5269
Si  12.0357  3.1682  14.7631
Si  2.2123  7.5092  11.7131
Si  -0.5831  12.826  18.9766
Si  9.7028  12.2532  21.7872
Si  5.0078  7.1243  10.4035
Si  11.6051  1.9187  11.9706
Si  -3.1028  -0.5854  19.9183
Si  -1.4233  10.5137  17.3197
Si  5.9959  4.9262  17.1453
Si  12.1331  -1.8381  21.0601
Si  -2.4871  6.1555  16.2573
Si  6.6762  9.8634  10.4454
Si  7.0688  7.5143  14.1618
Si  -4.1501  4.5125  10.5185
Si  13.7996  11.0796  19.5727
Si  3.2374  -1.8819  17.4458
Si  7.8285  0.6966  14.9002
Si  -1.358  15.1316  11.7294
Si  11.6834  -1.9604  15.7963
O  8.8792  0.4432  16.1088
O  -7.9893  7.4644  17.7927
O  6.8923  3.6867  17.7166
O  1.5079  8.0197  19.9196
O  6.0405  6.2776  13.9052
O  -3.0371  8.8594  20.5625
O  7.2019  3.8453  20.3201
O  5.8813  2.0858  21.7586
O  10.7476  -5.6809  11.3378
O  4.413  9.483  16.4121
O  -1.3406  6.8884  20.1851
O  8.2223  9.8634  10.9737
O  10.457  -8.1173  14.9582
O  1.5391  12.8788  10.5783
O  4.9603  5.4069  18.2849
O  0.4567  2.8978  18.2267
O  11.7875  -1.0904  14.4276
O  6.3345  3.4557  11.6702
O  4.3498  4.3417  13.2849
O  6.3413  11.0084  19.9279
O  6.3118  0.2918  15.3986
O  4.476  -0.7618  13.7927
O  13.4167  1.2083  18.4036
O  1.4863  6.9774  10.357
O  10.197  13.6178  11.6437
O  1.7397  9.044  12.0166
O  13.9042  3.753  18.0326
O  9.0392  4.3826  13.257
O  15.4294  3.6843  20.245
O  1.3131  4.7884  14.8571
O  8.7672  -6.3319  15.8384
O  6.3355  8.6368  15.0489
O  -2.4893  7.0717  14.919
O  8.4057  4.5274  10.658
O  -2.176  2.2132  18.7395
O  9.4212  6.7795  17.3927
O  16.2105  4.4934  15.7523
O  -1.723  15.6368  18.8966
O  4.972  12.6852  13.1403
O  5.9498  8.4297  10.2521
O  8.7091  11.2607  20.9583
O  1.8578  9.6026  16.7962
O  -5.0301  10.7384  11.5763
O  12.5043  -0.3685  20.4434
O  11.5765  16.9769  18.5322
O  3.4059  11.3283  11.5066
O  10.2744  -1.6896  16.5979
O  21.0168  -1.9398  12.6212
O  10.5367  9.0062  21.4067
O  2.8826  16.6781  19.8247
O  -0.3164  1.9956  20.5975
O  14.4516  6.3025  14.8951
O  10.5719  -10.502  18.2356
O  12.0026  7.3936  15.4434
O  -3.0228  13.2454  14.5723
O  8.3287  -0.8147  18.3754
O  1.4777  2.6004  13.2569
O  1.7539  6.5986  12.9787
O  6.0163  5.916  10.8293
O  3.5736  9.8074  18.8478
O  -3.9958  6.2192  16.8833
O  3.8703  13.9263  11.0341
O  1.9107  2.4441  16.0002
O  11.2659  11.3141  12.3177
O  7.5558  -2.7363  12.779
O  3.8379  7.4198  11.5118
O  3.9046  0.7688  20.6463
O  -2.7014  10.7221  13.5883

Results
free energy: -146929.696 eV
free energy less fixed offsets of As -4856.12, O -568.88, Si -635.61 eV per atom: -1.126 eV

Forces (eV/angstrom), in the order of the atoms: element, x, y, z
Si  0.0948  0.0359  0.0377
Si  0.0148  0.0099  0.0015
As  0.0053  -0.0101  0.006
Si  0.0075  0.0616  0.0171
As  -0.0092  0.0021  0.0061
Si  -0.0019  -0.03  0.0195
Si  -0.0397  -0.0136  0.0162
Si  -0.005  0.0134  -0.0039
Si  -0.0314  -0.0267  -0.027
Si  -0.0188  -0.0402  -0.0055
Si  0.0185  0.0007  -0.0149
Si  -0.0096  -0.0168  -0.0125
Si  0.0062  0.0193  -0.0197
Si  0.0032  -0.0012  -0.0052
Si  0.0069  0.0094  -0.0092
Si  -0.0272  -0.0257  0.0001
Si  0.0033  0.0129  0.0007
Si  0.0098  0.0263  -0.0009
Si  0.0016  -0.0024  0.0071
Si  -0.0175  0.0108  0.002
Si  -0.0005  0.0012  0.0044
Si  0.0076  0.0046  -0.0021
Si  0.0037  -0.0062  0.005
Si  -0.0183  -0.0117  0.0035
Si  0.2538  -0.1372  0.4344
Si  -0.0988  -0.1348  0.454
Si  0.3289  0.3243  -0.2388
Si  0.0729  -0.2598  -0.4467
Si  0.0819  -0.0474  0.2307
Si  -0.0363  -0.061  0.388
Si  0.164  -0.0504  -0.3741
Si  -0.2367  -0.323  -0.36
Si  -0.0421  0.0608  -0.0082
Si  -0.1261  0.0084  0.0295
Si  0.0596  0.0617  -0.0318
Si  -0.0112  -0.0152  0.0164
Si  -0.0041  0.0688  0.0183
Si  -0.0852  0.0272  -0.0207
Si  0.0192  0.0255  0.0006
Si  -0.0368  -0.0544  -0.0217
Si  0.0481  -0.0094  -0.0151
Si  0.0558  -0.0305  -0.011
Si  0.01  -0.0713  -0.0088
Si  0.005  -0.032  -0.0116
Si  -0.0038  0.0168  -0.0141
Si  0.0796  0.0063  -0.0116
Si  0.0136  -0.0229  -0.002
Si  -0.0109  -0.0368  -0.0116
Si  -0.0055  0.0183  0.013
Si  -0.007  0.0794  0.019
Si  -0.0789  0.0377  0.0166
Si  -0.04  0.0078  0.0205
Si  0.002  0.0481  0.0122
Si  -0.0264  0.0279  0.0046
Si  0.0094  -0.0256  0.0227
Si  -0.0687  -0.0035  0.0106
Si  -0.0171  -0.0056  0.0146
Si  -0.0126  -0.0543  0.0054
Si  0.0455  -0.0723  -0.0076
Si  0.137  0.0023  -0.008
Si  0.0073  0.0191  -0.0007
Si  -0.0209  0.0027  0.0206
Si  0.064  -0.0056  0.0066
Si  0.031  -0.0827  -0.0003
Si  -0.1802  0.1012  0.2215
Si  -0.1173  0.0485  0.377
Si  -0.0845  0.104  -0.4257
Si  -0.0928  0.2533  -0.3939
Si  -0.0833  0.0378  0.5075
Si  0.0334  0.2143  0.3686
Si  0.0982  0.0726  -0.4646
Si  -0.1392  -0.0792  -0.3236
Si  0.0054  -0.0041  -0.0074
Si  0.0241  -0.0058  0.0119
Si  -0.0134  -0.0073  0.0032
Si  -0.0025  -0.0194  0.0033
Si  -0.001  0.0206  0.0029
Si  0.0133  0.0064  -0.0054
Si  -0.0097  -0.0089  0.0048
Si  -0.0011  -0.0054  -0.0017
Si  -0.0041  0.0094  0.0013
Si  -0.0335  0.0024  0.0217
Si  0.0036  0.0277  0.0304
Si  0.007  0.012  0.0052
Si  0.0041  -0.0044  0.0158
Si  -0.0088  -0.0024  0.0031
Si  0.001  -0.012  0.0039
Si  -0.0063  0.0004  0.0174
Si  0.0056  -0.042  -0.0193
As  -0.0028  0.0084  -0.0175
Si  -0.0408  -0.0133  -0.0382
Si  -0.0198  0.0198  0.0009
Si  0.0186  -0.0126  -0.011
Si  0.0393  -0.0134  -0.0091
As  0.0085  -0.0077  -0.0009
Si  0.0052  0.005  -0.0869
O  0.008  -0.0041  0.0165
O  0.0012  0.0037  0.017
O  -0.0105  0.0095  0.0106
O  0.013  -0.0014  0.0159
O  0.0006  0.0097  0.0267
O  0.0027  0.0453  0.0383
O  -0.0008  0.0062  -0.0104
O  0.0065  -0.0206  -0.0175
O  -0.0224  -0.001  -0.0276
O  0.0011  0.0089  -0.0083
O  -0.0009  -0.004  -0.0083
O  0.0094  0.0081  -0.0133
Si  0.0013  -0.0012  -0.0036
Si  0.0022  -0.0007  -0.005
Si  0.0016  -0.0043  -0.0008
Si  -0.0006  -0.0003  0.0012
Si  0.0069  -0.0209  0.0281
Si  -0.0078  0.0095  -0.001
Si  -0.0006  0.0073  0.0058
Si  0.0086  -0.005  0.0244
Si  0.0037  -0.0068  -0.0029
Si  -0.0037  -0.0003  -0.0006
Si  -0.0051  0.0014  0.0012
Si  -0.0061  0.0008  0.0201
Si  0.0004  0.0058  -0.0096
Si  0  0.0045  -0.02
Si  0.0014  0.0026  -0.0018
Si  0.0041  -0.0028  -0.0019
Si  0.0004  0.0004  -0.0068
Si  -0.0019  0.0003  0.0066
Si  -0.0008  -0.0013  -0.0051
Si  0.0048  -0.0038  -0.0083
Si  0.0001  -0.0025  -0.0019
Si  -0.0088  -0.0087  0.0075
Si  -0.0016  -0.0103  -0.0209
Si  0.0018  0.0035  -0.0079
Si  0.0022  -0.0076  0.0109
Si  0.0003  0.001  -0.0065
Si  0.0025  -0.0044  -0.0065
Si  -0.0006  -0.0041  0.0279
Si  0.0012  -0.0012  -0.0056
Si  0.0121  -0.015  0.0088
Si  -0.0008  -0.0034  -0.0049
Si  -0.0094  0.0029  -0.0266
Si  -0.0003  0.007  0.0117
Si  -0.005  0.0043  -0.0117
Si  0.0032  -0.0027  -0.0032
Si  0.0043  0.0019  -0.0039
Si  -0.002  0.0086  0.0001
O  0.0025  -0.0042  0.0043
O  0.0027  0.0037  -0.0002
O  -0.0014  0.0027  0.0029
O  0.0037  -0.004  -0.0021
O  0.0023  0.0011  0.0018
O  -0.005  0.0114  -0.0143
O  0.0033  -0.0009  -0.0106
O  -0.005  0.0012  -0.01
O  -0.0043  -0.0049  0.0046
O  -0.0031  -0.0022  0.0068
O  0.0039  -0.0098  -0.0126
O  0.0115  -0.0019  0.0057
O  -0.0007  0.0024  0.0024
O  -0.0019  -0.0027  0.0076
O  0.0024  -0.0002  0.0006
O  -0.0001  0.0008  0.003
O  -0.0023  -0.0068  0.0105
O  -0.0022  -0.0039  0.0031
O  -0.0003  0.0008  0.0029
O  -0.003  0.0041  0.0039
O  0.002  -0.0028  0.002
O  -0.0019  -0.004  0.0053
O  0.002  0.0035  0.004
O  -0.0001  0.0014  0.0052
O  0.0033  -0.0014  -0.0013
O  -0.005  0.0041  0.0011
O  -0.0021  0.0003  0.0028
O  -0.0001  -0.0011  0.0027
O  -0.0028  0.0035  -0.008
O  0.0002  -0.0024  0.0033
O  0.0005  -0.0013  0.0002
O  0.0011  -0.0028  0.0003
O  0  -0.0012  0.001
O  0.0039  -0.0013  0.0005
O  0.0037  -0.0003  0.0022
O  -0.0013  -0.001  -0.0006
O  -0.0002  -0.0007  0.0012
O  -0.0015  -0.0037  0.0026
O  0.0011  0.0009  0.0007
O  -0.0066  -0.0227  -0.0077
O  0.0025  0.0035  -0.004
O  0.0059  -0.0072  -0.0012
O  -0.0012  0.0069  0.0205
O  0.0136  0.0095  -0.0145
O  0.0002  -0.0027  0.0022
O  -0.0044  0.0004  -0.0057
O  0.0109  0.0027  -0.0029
O  0.0034  0.0005  -0.0031
O  0.0065  -0.0017  -0.0079
O  0.0018  -0.0019  0.0028
O  0.0028  0.0018  -0.0047
O  0.0019  -0.0014  0.0017
O  -0.0028  -0.0011  -0.001
O  0.0001  -0.0005  0.0021
O  0.0028  -0.0009  -0.0007
O  0.0033  0.0021  -0.0005
O  0.0011  0.0012  0.0035
O  -0.0008  -0.0022  0.0052
O  0.0004  -0.001  0.002
O  -0.0006  -0.0039  -0.0029
O  0.0022  -0.0003  0.0035
O  0.0013  -0.0027  0.0034
O  -0.0008  0.0004  0.0002
O  -0.0018  -0.0032  -0.0015
O  -0.0022  0.0007  -0.0002
O  -0.0032  0.0006  0.0049
O  -0.0079  -0.0065  -0.0128
O  -0.0023  -0.0001  0.0035

The program warned: the cutoff lies below the one the program advises for these potential files; the exchange-correlation potential is rough where the density is thin.
